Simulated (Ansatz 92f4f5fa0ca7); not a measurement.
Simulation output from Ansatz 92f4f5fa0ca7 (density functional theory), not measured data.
Periodic cell of 224 atoms, Si133O89H1N1, from a study of silicon, its oxide and their interface. The atomic structure is a simulated model.

Settings
functional: PBE
potential files: Ansatz PAW
basis: plane waves
wave-function cutoff: 700 eV
density cutoff ratio: 5
exchange-correlation grid ratio: 1
k mesh: 2 x 2 x 1, shifted by 0.5 0.5 0.5 of a step
self-consistency stop: 5e-08 eV per atom in the density residual
occupations: fixed
spin: none
net charge: 0

Cell vectors (angstrom)
a  10.938  0  0
b  0  10.938  0
c  0  0  32.4781

Atoms and the computed forces on them: element, x, y, z (angstrom), force x, y, z (eV/angstrom)
Si  0.3724  -0.265  25.039  0.0212  -0.011  -0.034
Si  5.1221  0.182  25.0643  -0.0263  0.0116  -0.0266
Si  2.9113  2.4464  24.9207  0.0141  -0.0223  -0.0328
Si  7.9943  2.8938  24.9997  -0.0027  0.0366  -0.0233
Si  -0.2628  5.5524  25.1653  -0.0308  0.0007  -0.0193
Si  5.8069  5.1491  25.1113  0.0209  -0.0102  -0.0203
Si  2.5705  8.4044  24.9208  -0.0019  0.0317  -0.0287
Si  8.5539  7.8865  24.8699  0.0214  -0.0307  -0.031
Si  1.4239  1.3328  26.377  0  0.0139  0.0146
Si  6.809  1.3132  26.2855  -0.0006  0.0075  0.0112
Si  4.1075  4.0244  26.2853  -0.0096  -0.0071  0.0066
Si  9.4954  4.0304  26.4454  -0.0002  -0.0085  -0.0117
Si  1.409  6.7969  26.2658  0.0096  0.021  0.0141
Si  6.9218  6.8334  26.293  0.0028  0.0092  0.0056
Si  4.0496  9.5304  26.3858  0.0042  0.0006  -0.003
Si  9.6187  9.5237  26.238  0.0002  0.0147  0.0175
Si  2.7498  -0.0149  27.7606  0.0068  -0.0088  -0.009
Si  8.2283  -0.0364  27.6353  0.0015  -0.0097  0.0029
Si  0.019  2.6996  27.7085  -0.0044  -0.0008  -0.0102
Si  5.4782  2.697  27.6957  -0.0029  0.0043  -0.004
Si  2.7668  5.4423  27.6562  -0.0026  -0.0001  0.0071
Si  8.1967  5.4774  27.7515  -0.0009  0.0023  -0.0097
Si  0.0341  8.1734  27.6694  -0.0057  0.0028  -0.0036
Si  5.5008  8.1762  27.668  0.0045  -0.0058  -0.004
Si  4.1018  1.3673  29.0598  0.2117  -0.0379  0.374
Si  9.5708  1.3673  29.0598  -0.0553  -0.307  -0.1441
Si  1.3673  4.1018  29.0598  0.1104  0.0476  -0.1625
Si  6.8362  4.1018  29.0598  -0.2884  -0.042  0.1752
Si  4.1018  6.8362  29.0598  0.1427  -0.1662  -0.2379
Si  9.5708  6.8362  29.0598  0.2776  0.0844  0.1585
Si  1.3673  9.5708  29.0598  -0.2162  -0.1464  0.2044
Si  6.8362  9.5708  29.0598  0.1298  -0.0191  -0.2736
Si  0  0  30.4271  -0.0707  -0.0722  0.0107
Si  5.469  0  30.4271  -0.027  0.0836  -0.0129
Si  2.7345  2.7345  30.4271  0.0257  0.0186  -0.0052
Si  8.2035  2.7345  30.4271  -0.0325  -0.0031  -0.0384
Si  0  5.469  30.4271  -0.0013  0.0584  -0.0165
Si  5.469  5.469  30.4271  -0.0539  -0.0723  0.0239
Si  2.7345  8.2035  30.4271  -0.0524  0.0288  -0.0276
Si  8.2035  8.2035  30.4271  0.0196  0.0245  -0.0154
Si  1.3673  1.3673  31.7943  -0.0169  -0.0191  -0.0097
Si  6.8362  1.3673  31.7943  0.0195  -0.0569  -0.0077
Si  4.1018  4.1018  31.7943  -0.0166  0.0181  0.0178
Si  9.5708  4.1018  31.7943  0.026  -0.0107  -0.0056
Si  1.3673  6.8362  31.7943  0.0243  -0.0721  -0.0021
Si  6.8362  6.8362  31.7943  0.0324  -0.0055  -0.0052
Si  4.1018  9.5708  31.7943  0.0601  0.002  -0.0049
Si  9.5708  9.5708  31.7943  0.0159  0.0254  0.0226
Si  2.7345  0  0.6835  -0.0164  -0.0009  -0.0215
Si  8.2035  0  0.6835  -0.0613  0.1021  0.0019
Si  0  2.7345  0.6835  0.0079  -0.0027  0.0069
Si  5.469  2.7345  0.6835  -0.0104  0.0026  -0.0015
Si  2.7345  5.469  0.6835  -0.0382  0.0358  0.0036
Si  8.2035  5.469  0.6835  -0.0208  -0.0087  -0.015
Si  0  8.2035  0.6835  0.0212  0.0003  0.006
Si  5.469  8.2035  0.6835  -0.0324  -0.0149  0.0103
Si  4.1018  1.3673  2.0507  -0.0146  -0.0464  -0.0186
Si  9.5708  1.3673  2.0507  0.023  -0.1097  0.0196
Si  1.3673  4.1018  2.0507  -0.0001  -0.0277  0.0005
Si  6.8362  4.1018  2.0507  0.1081  0.0502  0.0008
Si  4.1018  6.8362  2.0507  0.0348  -0.0101  0.022
Si  9.5708  6.8362  2.0507  -0.0543  -0.0676  0.0084
Si  1.3673  9.5708  2.0507  0.0133  0.1151  -0.0191
Si  6.8362  9.5708  2.0507  0.052  -0.0048  0.0441
Si  0  0  3.418  -0.0804  -0.1845  -0.8884
Si  5.469  0  3.418  -0.4871  -0.0692  0.2096
Si  2.7345  2.7345  3.418  0.2604  0.3131  -0.1663
Si  8.2035  2.7345  3.418  -0.0095  0.5256  0.1488
Si  0  5.469  3.418  -0.2175  -0.2178  0.174
Si  5.469  5.469  3.418  0.0194  0.172  0.0925
Si  2.7345  8.2035  3.418  0.2845  0.1245  0.2762
Si  8.2035  8.2035  3.418  -0.0849  -0.0686  0.0776
Si  1.3168  1.39  4.669  0.0123  -0.0046  -0.0136
Si  6.7774  1.4262  4.7391  -0.0209  0.0303  0.0149
Si  4.1134  4.127  4.8066  0.0055  0.0008  -0.0107
Si  9.5202  4.1645  4.8666  -0.0045  0.0148  -0.0102
Si  1.3887  6.8076  4.7612  0.0127  0.0065  -0.0097
Si  6.7758  6.8966  4.8291  0.0006  -0.0038  -0.006
Si  4.067  9.5966  4.8859  0.0232  -0.0138  -0.0159
Si  9.64  9.5415  4.7345  -0.0093  -0.0143  0.0136
Si  2.5145  0.0524  6.1106  -0.0054  0.0054  0.0257
Si  8.2088  0.0268  5.9068  0.0171  0.0027  0.0108
Si  0.0106  2.6746  6.0773  0.02  -0.0225  0.01
Si  5.478  2.7658  6.2167  -0.0192  0.0088  0.0057
Si  2.7523  5.5302  6.1867  -0.024  -0.0007  0.0271
Si  8.1278  5.6134  6.2876  0.0257  0.0066  0
Si  0.0392  8.1359  6.1259  -0.0285  0.0106  -0.0046
Si  5.4833  8.259  6.3524  0.039  0.0034  -0.0195
Si  3.7294  1.6169  7.3302  -0.0095  0.0103  0.0127
Si  9.4434  1.3686  7.3665  -0.0404  -0.0014  0.0311
Si  1.5807  3.8498  7.3388  0.0282  -0.0144  0.0044
Si  6.5263  4.4305  7.6065  -0.0233  0.0198  0.0322
Si  4.2478  6.6708  7.6928  0.0023  -0.042  0.0437
Si  9.3661  7.2451  7.5949  -0.0025  0.0153  0.0086
Si  1.2916  9.4946  7.5927  0.0235  -0.0115  0.0313
Si  7.2332  9.5474  7.4478  0.0319  0.027  0.0176
O  9.6576  6.7014  24.5698  -0.0032  0.0014  -0.0302
O  4.0404  1.3106  24.4993  0.0006  0.0007  -0.0282
N  8.6011  8.7298  8.2478  0.0064  -0.0028  0.011
O  2.7235  2.7971  7.9131  -0.0137  0.0037  0.0293
O  6.897  4.043  24.5141  0.0074  -0.0165  -0.0295
O  1.4434  9.5361  24.4556  0.0088  -0.0105  -0.0249
O  5.2951  5.4492  7.9538  -0.0289  0.0142  0.0248
O  -1.3019  0.4193  8.7058  0.0083  0.0064  0.0003
O  6.9988  4.091  9.1706  0.0194  -0.0108  0.0003
O  6.7055  10.6816  8.5543  -0.0222  -0.0295  0.0089
O  10.048  6.5182  8.9104  -0.001  -0.0071  -0.0018
O  0.2898  9.4537  8.9326  -0.0015  0.0011  0.0242
O  4.1915  0.7465  8.6353  0.0143  0.0018  -0.0054
O  0.8065  4.4337  8.6477  -0.0099  0.0037  0.0113
O  8.7256  2.7114  8.0112  0.0167  -0.0335  0.0151
O  3.7729  7.0751  9.2704  0.0186  0.0169  -0.0013
O  8.158  8.3524  23.3383  -0.001  0.0168  -0.0057
O  8.7004  2.2483  23.6513  0.0018  -0.0096  0.0015
O  5.1676  5.9167  23.8162  -0.0117  -0.0046  0.0056
O  2.1922  2.9259  23.4883  0.0031  -0.0012  0.0151
O  10.8355  0.6243  23.7401  -0.0192  -0.0119  -0.0027
O  0.1843  4.6138  23.8927  0.025  0.0178  -0.0099
O  3.3744  7.8686  23.5542  -0.0094  -0.0054  0.0148
O  5.6299  10.2659  23.7434  -0.0052  0.0188  -0.0122
Si  7.6369  2.4446  18.9247  0.0006  -0.0036  0.0016
Si  3.8578  6.3998  22.9972  -0.0087  -0.0055  0.0106
Si  -3.9914  12.3954  11.4953  -0.0076  0.0055  -0.0041
Si  15.8663  5.1535  15.3142  -0.0003  0.0004  -0.0099
Si  6.9379  3.481  13.7121  -0.0032  -0.0005  -0.0137
Si  8.1326  5.3477  19.9235  0.0017  0.0102  0.0079
Si  -0.0211  3.0346  15.1066  0.003  0.0058  -0.0081
Si  5.0113  1.9536  20.585  -0.0026  0.0011  0.0103
Si  3.6319  2.5773  16.3766  -0.0018  -0.0006  -0.0006
Si  9.5896  1.1452  22.8419  0.0023  0.0002  0.0051
Si  8.3693  3.2712  9.5092  -0.0047  0.0021  0.0016
Si  -1.2427  9.2956  19.3865  -0.0002  -0.0063  0.0056
Si  8.7303  -0.909  12.3475  -0.0008  -0.0015  -0.0071
Si  10.1697  11.2782  14.8094  0.0044  0.0011  -0.0092
Si  5.9935  6.1534  18.0541  -0.0002  0.0003  -0.0022
Si  17.5681  1.7722  16.3586  -0.0001  -0.0031  -0.0052
Si  -0.704  1.2707  19.9283  0.0032  0.0033  0.011
Si  5.3566  10.9114  9.4339  -0.0096  0.0044  0
Si  12.0522  3.1345  18.1059  0.0046  0.0001  0.0022
Si  12.3882  8.1062  19.4527  -0.0003  -0.0011  0.0054
Si  -2.7396  -1.6323  22.0198  0.0031  0.001  0.0033
Si  2.3096  9.4445  12.5968  0.0006  0.0039  -0.0082
Si  9.3408  16.3133  13.9756  0.0001  0.0002  -0.0102
Si  3.4548  10.3402  20.0525  -0.0049  0.0025  0.0045
Si  10.741  5.234  9.6335  -0.0066  -0.0034  0.0048
Si  5.31  5.0709  20.7224  -0.0037  0.0038  0.0079
Si  5.53  10.4357  22.1289  0.0007  -0.0012  0.0122
Si  3.9017  -2.4904  17.7838  0.0023  0.0032  -0.0029
Si  1.9293  1.0784  14.2796  0.005  0.0024  -0.0107
Si  3.4595  8.6401  9.6948  0.0074  -0.0013  0.0184
Si  3.203  7.7681  14.8773  0.0053  -0.0004  -0.0071
Si  -1.2905  9.7984  9.2232  -0.0036  0.0058  0.0088
Si  1.4803  4.3149  22.9667  0.0009  0.0099  0.0091
Si  0.401  5.3556  20.2273  0.0048  -0.0018  0.0094
Si  8.5601  8.0453  14.624  -0.0057  -0.0021  -0.0044
Si  8.1258  10.0064  16.7564  -0.0089  -0.0009  0.0016
Si  11.2865  -3.3521  13.9232  -0.0027  -0.0056  -0.0097
O  7.5844  2.6699  17.3229  -0.0134  -0.0232  0.0075
O  8.3559  4.2367  13.309  -0.0153  -0.0008  0.019
O  9.4628  -0.2996  16.1032  -0.0219  -0.009  -0.0011
O  3.6781  12.0082  20.082  0.0266  -0.0096  0.0049
O  2.6487  9.0515  11.0455  0.009  -0.0037  -0.0151
O  5.3037  -3.31  17.9586  -0.0161  -0.0191  0.0014
O  2.711  9.1174  8.3265  -0.0242  -0.0132  -0.0003
O  -0.5011  -4.582  13.1987  -0.0011  0.0213  0.0097
O  8.2123  -2.2629  13.1323  0.0207  0.014  0.0218
O  16.5878  1.1064  21.8322  -0.0226  -0.0139  -0.0244
O  5.9044  5.4359  16.5971  -0.0214  0.0085  0.004
O  2.598  7.6489  18.3814  0.0058  0.0259  0.0121
O  10.5067  10.6224  19.8617  -0.0003  0.0065  0.0048
O  6.9643  2.3149  14.8639  -0.0171  0.0106  0.0171
O  5.8445  15.5537  14.0894  0.0104  -0.0152  0.0241
O  7.6882  8.7287  15.8211  0.0297  0.0092  -0.0024
O  2.6778  13.714  17.7107  0.0046  -0.0004  -0.0125
O  10.1786  1.8133  21.4727  -0.0126  -0.0269  -0.0104
O  4.0966  9.852  18.613  -0.0144  -0.0175  0.0014
O  10.3554  4.5339  14.9236  -0.0115  -0.0153  0.0015
O  8.7522  1.3272  19.2544  -0.0031  0.0218  0.0029
O  6.1634  12.9299  19.4314  0.0079  0.0074  0.0162
O  9.7018  5.6887  20.3054  0.0218  0.0081  -0.0072
O  8.1286  2.0481  10.5434  -0.0249  0.0143  0.0028
O  17.8696  0.1804  16.6383  0.0189  0.0084  -0.0024
O  0.9539  4.3654  21.4234  -0.0012  0.02  -0.0049
O  6.9115  5.413  21.0615  -0.0214  0.0056  -0.0282
O  -1.6512  9.7214  10.8289  -0.0051  0.0108  0.004
O  -3.4324  0.1597  12.2962  0.0164  -0.0004  -0.0102
O  11.781  4.6017  18.8181  -0.0082  -0.0099  0.014
O  8.5125  -1.4236  18.2689  0.0143  -0.0059  -0.0044
O  10.1694  8.2644  14.9169  -0.0125  -0.0168  -0.014
O  -0.0353  8.3619  18.7883  0.0007  0.0076  0.0142
O  7.5484  6.2126  18.6284  -0.0245  -0.0254  0.0182
O  2.0207  9.5072  20.1439  -0.0032  -0.0131  -0.026
O  1.2022  13.5066  14.0644  -0.0135  -0.019  0.0257
O  5.0927  2.0346  16.8065  0.0093  0.009  -0.0144
O  3.7717  4.0545  15.6786  0.0259  -0.0069  0.0127
O  11.4251  2.031  19.1309  -0.0118  0.0051  -0.0061
O  3.4169  8.7451  13.5822  -0.034  -0.0058  0.0078
O  4.8847  9.4129  9.8501  -0.0246  0.0086  -0.0078
O  5.647  0.9374  10.6905  0.0267  -0.0134  -0.0044
O  8.6921  10.7879  22.4688  0.0167  -0.0034  -0.0099
O  4.2211  6.5137  14.7993  -0.0067  0.0036  0.0211
O  6.6903  -1.4207  21.4554  0.0092  0.0085  0.0181
O  4.3418  6.1934  21.4424  0.0101  -0.0199  -0.0137
O  2.312  0.1452  12.9505  0.0013  -0.0222  0.0155
O  -1.0866  -0.2287  13.3186  -0.0145  0.0059  0.0096
O  0.8348  11.103  15.0904  -0.0087  0.0268  -0.0208
O  3.1615  12.3725  15.2818  -0.0174  0.0072  0.001
O  5.13  5.2355  19.1045  0.0287  0.0242  0.0108
O  0.3629  3.006  16.679  0.0034  -0.0079  0.0067
O  4.1792  9.8503  21.4324  0.0135  0.0203  -0.0072
O  9.5458  4.22  10.1123  0.0075  0.0089  -0.0268
O  12.1339  6.7894  20.4121  -0.0154  -0.0186  -0.0199
O  -1.1787  1.9257  14.8181  0.0257  -0.0035  0.01
O  6.4156  2.6814  12.4058  0.0198  -0.0103  -0.0027
O  0.8627  8.7057  12.8453  0.0175  -0.0131  0.031
O  0.7172  5.7592  10.8738  -0.1258  0.0467  -0.0348
O  1.6628  7.1736  14.8192  0.0093  0.0254  -0.0108
O  9.0507  8.6709  20.7725  -0.0029  0.0208  -0.0082
O  2.5672  5.4719  23.2735  0.0101  -0.0092  -0.0296
O  -2.7092  3.7759  19.584  -0.015  -0.0031  -0.0182
O  14.4954  8.6636  16.201  0.0058  -0.0227  0.0006
O  4.786  3.5262  21.0618  0.0108  0.0015  -0.0167
O  8.2903  -4.5063  14.6714  0.0143  0.0137  -0.0081
H  1.6049  5.3797  10.8818  0.1164  -0.0526  0.017

Results
free energy: -135583.795 eV
free energy less fixed offsets of H -17.10, N -388.26, O -569.03, Si -635.61 eV per atom: 1.365 eV

The program warned: the cutoff lies below the one the program advises for these potential files; the exchange-correlation potential is rough where the density is thin.
